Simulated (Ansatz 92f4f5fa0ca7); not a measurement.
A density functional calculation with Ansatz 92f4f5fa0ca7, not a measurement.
Periodic cell of 151 atoms, Si88O61N2, from a study of silicon, its oxide and their interface. The atomic structure is a simulated model.

Settings
functional: r2SCAN
potential files: Ansatz norm-conserving
basis: plane waves
wave-function cutoff: 1300 eV
density cutoff ratio: 4
exchange-correlation grid ratio: 1
k mesh: 2 x 2 x 1, shifted by 0.5 0.5 0.5 of a step
self-consistency stop: 5e-08 eV per atom in the density residual
occupations: Fermi-Dirac, 0.05 eV
spin: none
net charge: 0

Cell vectors (angstrom)
a	10.88	0	0
b	0	10.88	0
c	0	0	21.5509

Atoms and the computed forces on them: element, x, y, z (angstrom), force x, y, z (eV/angstrom)
Si	-0.5684	-0.1435	0.031	1.2045	0.5788	-0.9522
Si	3.161	2.7625	0.4864	-0.5514	-3.1841	-3.3679
Si	0.1577	5.4333	-0.6063	1.0439	0.0685	0.6514
Si	3.3812	7.7805	0.0638	0.55	-0.0544	-0.6283
Si	5.1783	0.4704	0.0973	0.5697	-0.1044	0.428
Si	8.6126	2.3426	-0.1448	-1.1199	1.2336	-0.4139
Si	5.3967	5.4536	0.4987	-0.2903	1.1111	-0.9832
Si	8.2926	7.176	-0.5591	1.2152	-1.7264	0.0731
Si	1.2297	1.4154	1.2181	0.0436	-0.6882	0.4184
Si	4.2069	4.0661	1.8679	0.3789	1.4147	1.7217
Si	1.5638	6.7424	1.1389	0.6201	-0.2868	-0.6263
Si	4.3723	9.3908	1.4089	-0.6751	1.1491	-0.4339
Si	6.9997	1.5081	1.4772	-0.1239	-0.9237	-1.1281
Si	10.003	4.0061	1.0078	-1.498	-0.2009	-1.8717
Si	7.0998	6.6441	1.6726	-1.6441	0.9123	-1.8823
Si	9.2828	9.2377	1.2965	-0.9374	0.0368	1.4132
Si	-0.0114	2.8411	2.609	0.7804	-2.1044	2.4416
Si	2.8352	0.0755	2.7333	-0.6651	-0.6305	-1.8406
Si	0.2629	8.3148	2.3662	-0.6714	-0.8868	1.1071
Si	2.7065	5.6145	2.9087	0.0373	-0.6594	-1.3602
Si	5.8433	2.7249	3.0316	-1.0664	0.4808	-0.9439
Si	8.1508	-0.0954	2.8947	0.4549	0.7125	-1.0014
Si	5.5435	8.0632	2.8572	0.8341	0.0585	-0.7424
Si	8.6922	5.358	2.4616	0.182	-0.8107	1.1876
Si	1.4457	4.0992	4.0172	-1.7838	0.0157	0.6352
Si	4.2927	1.2774	3.9937	-0.6581	0.9395	1.5402
Si	1.3792	9.649	4.0363	1.2929	-1.1021	-0.5193
Si	4.1288	6.8311	4.1741	-0.8353	1.244	0.5319
Si	7.0824	4.3647	4.0302	0.2594	-0.4666	0.7117
Si	9.4028	1.4204	4.3954	1.13	-0.5056	-1.4463
Si	6.7866	9.4513	4.1732	-1.1089	1.2365	-1.1207
Si	9.9195	6.7107	3.9484	0.1231	0.5135	-0.2005
Si	0.2106	-0.0241	5.5106	-2.8265	1.7859	1.4512
Si	2.6599	2.7603	5.3773	1.7318	-0.6349	0.4307
Si	-0.0035	5.2449	5.6485	1.5082	1.1721	-2.395
Si	2.6624	8.2385	5.5476	0.2096	0.5053	-2.3029
Si	5.3932	-0.157	5.4513	-0.3728	1.2378	1.5764
Si	7.9696	2.8217	5.6261	1.5762	0.6266	-0.3912
Si	5.455	5.4838	5.4008	1.569	0.2449	-1.3001
Si	8.2663	8.12	4.9542	1.2235	-1.8707	1.8754
Si	1.2832	1.7737	7.0233	0.7666	-2.2106	-1.0466
Si	4.1803	4.2068	6.6481	-1.2589	-1.4239	1.4197
Si	1.5335	6.689	6.6766	-2.7434	1.222	0.4266
Si	3.8412	9.6118	6.9427	-0.2169	1.0101	-0.4047
Si	6.685	1.4759	6.9292	-1.5103	-0.5939	0.0487
Si	9.5336	4.111	6.9786	-0.6895	-1.7603	1.0405
Si	6.8209	6.9314	6.4902	0.8758	0.1406	0.9967
Si	9.1744	9.3505	6.677	1.5599	0.8613	-0.1655
Si	0.1099	2.9248	8.5948	-0.9851	0.3218	-0.7832
Si	2.4556	0.1358	8.3579	-0.4064	-0.1847	0.0498
Si	-0.1673	8.0927	7.9319	1.3665	1.1295	-2.1263
Si	3.1466	5.9207	7.935	-0.65	-1.3183	3.0679
Si	5.3189	2.9815	8.3423	0.0331	-1.5895	-1.1945
Si	7.8765	-0.1035	8.1299	0.6595	-0.4579	0.176
Si	5.3659	8.2448	7.866	0.7272	-0.6464	0.6868
Si	8.0778	5.5234	8.0409	0.2955	2.4255	-0.4725
Si	1.2112	4.9256	9.6288	-0.004	-0.9586	-1.1688
Si	3.9871	1.4329	9.5788	1.6183	-1.3598	0.9402
Si	0.5951	9.6626	9.4696	1.7036	0.7058	-1.4879
Si	4.5452	6.9523	9.6754	-0.0702	-0.5063	-0.0161
Si	6.5985	4.5776	9.3835	-1.4471	0.8605	1.7119
Si	9.516	1.111	9.2739	0.7755	0.2313	-1.032
Si	6.0846	9.7002	9.4902	1.045	-0.1245	0.8256
Si	9.631	6.8755	9.3498	-1.6654	-1.8054	0.6585
Si	-0.1793	-2.9008	11.5877	-0.9761	0.3075	-0.1077
Si	-3.3113	2.6943	11.2607	-0.4197	-2.0579	2.305
Si	-1.1877	2.4587	13.4097	0.4302	-1.808	-2.5883
Si	-1.5761	13.4571	16.3548	1.2659	-1.0488	1.7704
Si	4.6888	2.4555	12.218	-0.3665	-0.1478	2.1002
Si	5.1616	0.0861	13.9599	-1.8768	1.3741	-0.1714
Si	5.2711	4.4003	14.5387	-4.356	-0.3739	-0.1178
Si	5.1264	8.5816	12.0319	-1.008	-1.1045	0.1467
Si	0.5779	-5.9302	12.4288	-0.7015	1.8222	3.4303
Si	2.0398	4.2349	15.1065	-3.7087	-1.6454	-2.8863
Si	5.0025	9.6506	16.6203	-0.7967	2.4965	0.3922
Si	11.7886	1.1396	15.5109	3.536	-1.7211	-0.2609
Si	9.6628	-0.5503	16.4813	0.0405	-0.0055	0.5071
Si	16.2968	3.9116	17.3002	-1.4707	0.7914	0.322
Si	1.8046	1.3216	18.1978	-2.9325	-2.5967	0.0465
Si	2.8294	8.3998	18.6266	0.5917	1.9248	0.2668
Si	7.0686	0.7315	16.1062	-0.1851	-0.8951	-1.6474
Si	-0.2935	-0.6915	13.8498	3.1215	0.9072	1.5803
Si	4.3415	1.8905	19.432	-0.1838	0.1185	-2.2533
Si	4.8789	-3.5434	15.0907	0.3807	-0.1639	-2.5145
Si	0.2122	9.9197	18.9258	-0.4298	1.6009	-0.4895
Si	7.1248	4.5147	19.7273	0.6165	-0.6611	1.4498
Si	11.4577	4.2018	17.9659	2.1249	0.0409	-0.7512
Si	13.8205	6.003	16.8426	0.3767	-2.3801	-1.572
O	-0.052	-1.3121	20.4522	-1.0942	0.764	1.3431
O	-1.6132	0.9484	-0.6724	0.6979	-0.3776	0.261
O	3.6955	1.1565	0.2552	0.5566	-0.3	1.8916
O	3.8067	3.0022	20.4712	-1.2771	1.5113	-0.2369
O	2.6678	6.898	18.0738	-0.2719	1.4328	2.2626
O	-4.2832	4.4865	18.21	0.41	0.5718	-0.145
O	1.5079	9.2446	18.4544	2.1536	-1.6558	-1.5056
O	5.3785	0.821	20.0154	1.3305	-0.8267	1.5702
O	11.3995	5.2168	19.3063	-0.4386	-0.9084	0.1312
O	5.7631	-2.5797	16.1454	-0.9082	-1.2775	-1.3528
O	8.0267	3.0673	19.986	-0.5559	1.6839	0.846
O	4.5656	6.6688	-0.3963	-0.0642	-0.7655	1.3243
O	5.9191	4.3182	20.9903	2.8314	1.2756	-2.4811
O	7.9333	5.9965	19.6997	-0.6196	-0.5979	2.2162
O	9.9099	6.4966	-0.1623	-2.5162	1.7276	-1.4104
O	1.5812	4.8048	11.2117	1.2495	-0.7256	-0.6026
O	-0.4248	14.483	12.5358	2.1613	1.2283	-0.3396
O	3.5421	2.3135	10.9618	1.1973	-0.3035	1.1022
O	5.4347	5.577	10.0718	-0.3574	1.3658	-0.6991
O	1.283	10.7255	14.3469	-2.968	1.872	0.7804
O	0.9916	8.6311	10.6579	0.5727	-0.4942	0.087
O	7.4123	4.2286	10.7785	0.3269	-1.338	-0.1409
O	3.9988	7.857	10.9892	-0.2135	-0.83	-0.5222
O	5.0991	0.0122	9.9689	-1.3135	1.375	-0.8123
O	5.3678	3.9064	12.9581	-0.984	-0.9065	0.7473
N	10.211	1.066	16.2967	0.7263	1.3209	-0.2224
O	10.5671	0.0531	9.9286	-0.0301	-0.7058	0.6814
O	6.2343	8.5535	10.8048	1.3245	1.9163	-0.1786
O	9.4906	3.0144	14.8178	-0.2109	2.493	3.8258
O	-0.7645	9.4465	15.2526	0.4066	-0.1275	-3.2371
O	9.3233	7.9854	10.6046	1.2505	-1.6741	0.2048
O	-0.2656	-1.7174	12.6394	-1.0455	0.8266	1.3954
O	-2.2681	1.8202	10.3623	-1.9658	1.0415	0.9634
O	-2.5596	2.474	12.6963	-3.6688	0.6779	-1.8209
O	1.6255	2.5908	15.11	-1.9097	-0.0026	-0.5151
O	-0.9383	0.8037	13.5795	0.1822	0.7338	-1.0471
O	-5.2325	5.9332	14.9487	0.9308	-2.2534	-0.0899
O	-0.3283	5.5212	9.7873	-0.1236	1.5584	-0.2308
O	3.5358	4.216	14.7759	3.4828	0.874	-1.4666
O	3.3177	-3.8409	15.5933	1.28	0.1154	-0.0244
O	0.4763	11.5271	18.9715	0.6315	-0.2343	-0.3468
O	10.0162	3.6686	17.5188	-2.5644	-1.2494	-2.6084
O	7.7202	2.139	16.593	1.2938	0.379	-0.0198
O	4.3013	1.4336	13.4977	0.6098	1.0223	-1.2361
O	8.1019	-0.4707	16.3409	-0.7966	0.2079	0.1874
O	5.0723	-0.7504	12.5658	0.3771	-1.4724	0.3465
O	5.9984	-8.912	11.4728	4.0345	0.8827	-1.3982
O	1.8609	11.4991	16.7595	-0.0769	0.6655	-1.0953
O	5.6145	3.4077	15.7874	1.9284	0.3949	-1.6087
O	5.883	0.1499	16.9894	-1.863	-1.4095	0.6931
O	15.9208	2.5943	18.0786	-1.9125	-1.4148	2.2324
O	5.0317	7.5677	13.3464	-0.1169	1.9639	1.189
O	6.6289	0.6178	14.4432	0.0363	-0.1051	1.9535
O	10.8804	6.5493	12.2445	-0.024	-1.5241	0.0764
N	12.4458	4.8507	16.5668	0.4622	2.4701	3.1911
O	3.1426	0.9186	18.8729	1.8041	0.845	1.376
O	1.2734	-5.6074	13.9195	0.2879	-3.1603	-0.1454
O	2.9522	8.5588	20.2321	0.9402	-1.2173	0.2759
O	4.0205	-1.6318	17.8535	0.1834	-0.548	-0.5366
O	4.3537	-0.6888	15.1761	0.5108	-0.332	-0.1865
O	10.1343	-1.4595	17.7117	-1.041	0.936	1.501
O	1.3744	13.6898	18.268	0.1578	3.1852	0.3794
O	4.2686	5.0664	17.0533	0.0466	0.2459	1.7714

Results
free energy: -39229.926 eV
free energy less fixed offsets of N -289.75, O -463.61, Si -117.95 eV per atom: 9.384 eV
pressure: -1.31 GPa
stress xx, yy, zz, yz, xz, xy (GPa, positive in tension): -0.75, 3.33, 1.35, 1.07, -1.31, 0.98
